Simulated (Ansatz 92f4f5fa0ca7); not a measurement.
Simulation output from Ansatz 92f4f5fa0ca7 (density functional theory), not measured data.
Periodic cell of 234 atoms, Si134O100, from a study of silicon, its oxide and their interface. The atomic structure is a simulated model.

Settings: functional r2SCAN; potential files Ansatz norm-conserving; basis plane waves; wave-function cutoff 1300 eV; density cutoff ratio 4; exchange-correlation grid ratio 1; k mesh 2 x 2 x 1, shifted by 0.5 0.5 0.5 of a step; self-consistency stop 5e-08 eV per atom in the density residual; occupations Fermi-Dirac, 0.05 eV; spin none; net charge 0.

Cell vectors (angstrom)
a  11.4123  -0.0739  -0.0368
b  0.1159  15.2025  0.0761
c  0.7797  -0.8551  22.9982

Atoms and the computed forces on them: element, x, y, z (angstrom), force x, y, z (eV/angstrom)
Si  1.1509  -0.7156  0.0484  -2.2571  -8.7014  5.0257
Si  1.6122  2.3271  0.0047  -1.5965  -0.8954  -1.0769
Si  1.5879  6.9176  0.4379  -0.2751  -3.646  -2.986
Si  2.0701  9.9263  0.2618  -1.5041  -1.1183  1.2734
Si  5.0358  -0.8876  0.665  1.1982  -0.3342  -0.0529
Si  5.4627  2.0687  0.2531  2.3128  11.32  -0.443
Si  5.2855  7.2187  0.3662  -2.7235  0.2558  -2.613
Si  5.5686  10.5289  0.1827  -0.0181  -3.8646  1.9585
Si  8.6397  -0.3137  0.6618  0.7193  -1.47  0.662
Si  9.0777  2.6064  0.672  -0.3304  0.6829  -0.8928
Si  8.8624  5.6505  0.1502  0.6228  -0.9051  0.8693
Si  9.5337  10.6651  -0.0394  0.6473  1.9032  1.6641
Si  3.0484  -1.1949  1.6178  -0.8429  0.4051  -0.0661
Si  3.3176  2.53  1.4478  1.8735  2.636  -0.2066
Si  3.4302  6.5017  1.7173  1.1155  0.1393  -0.5166
Si  3.6893  10.4978  1.7818  0.6139  -0.1699  -0.9915
Si  6.8963  -1.0026  2.036  0.2982  0.2812  0.1257
Si  7.1026  2.6637  1.8689  0.0455  -1.4326  -0.5493
Si  7.0675  6.4478  1.3958  1.843  -0.7684  1.168
Si  7.5407  10.5694  1.4535  0.4079  -0.6921  -1.0607
Si  10.7718  -1.0569  1.6302  -0.1311  0.6556  -0.4724
Si  11.1477  2.7489  1.6801  -0.0051  -1.6578  -0.9624
Si  10.8493  6.3049  1.3075  0.285  0.8464  0.1498
Si  11.2301  10.3881  1.5558  0.2279  -1.7934  -0.9936
Si  3.2588  0.8382  2.9306  -0.6817  -1.6277  -0.0366
Si  3.3958  4.6212  2.9528  -0.8935  -1.7198  0.2575
Si  3.532  8.4335  2.9585  0.2674  0.5382  0.866
Si  3.4681  12.267  3.2157  0.2338  0.1373  -0.1927
Si  7.0275  0.8267  3.3544  0.1704  0.4557  -0.4283
Si  7.0934  4.6177  2.8704  -1.0453  1.3465  2.0126
Si  7.483  8.428  2.7227  -1.3607  0.0851  0.1616
Si  7.3147  12.1324  3.0908  0.998  0.9177  0.2555
Si  10.8932  0.7648  3.0961  1.1147  0.069  -0.9287
Si  10.9403  4.6607  2.8771  -0.0625  -0.2424  0.5392
Si  11.0533  8.2856  2.8625  0.525  0.3125  -0.5579
Si  11.1638  12.1598  2.9869  -1.0318  0.7076  0.8455
Si  1.4476  0.7161  4.3799  -0.5985  0.9887  0.4402
Si  1.3186  4.582  4.3053  1.2723  -0.477  -0.4106
Si  1.6281  8.3709  4.3128  -0.8009  0.6042  -0.5707
Si  1.5791  12.1693  4.5205  -0.1949  1.2165  -0.0573
Si  5.0372  0.7339  4.3773  0.3399  0.1873  1.5505
Si  5.18  4.5183  4.4574  0.7862  -0.402  -1.632
Si  5.4547  8.4245  4.3235  0.726  -1.3489  -0.9006
Si  5.4979  12.2448  4.4604  -0.5871  -2.6671  -0.4032
Si  9.0567  0.765  4.4445  -0.5551  -0.5511  0.326
Si  9.0236  4.6214  4.2803  -0.3839  -1.6302  -1.158
Si  9.1905  8.2424  4.2745  0.3595  0.9282  0.4182
Si  9.1679  12.1056  4.5391  0.4309  0.8407  -0.8393
Si  1.4609  -1.0597  5.8717  0.1639  -0.8497  -0.8481
Si  1.2779  2.6796  5.7171  0.5977  -0.0352  -0.471
Si  1.4358  6.4545  5.5738  -0.1867  0.4409  1.4292
Si  1.7367  10.276  5.7346  -1.0911  -1.2621  -0.0955
Si  5.2682  -1.272  5.7466  0.0305  2.3902  1.8453
Si  5.0719  2.6396  5.7725  0.3328  -1.152  0.1962
Si  5.1993  6.3635  5.7185  0.2179  1.7556  -0.6423
Si  5.7289  10.1342  5.8048  -1.4818  1.1615  -0.1975
Si  9.0155  -1.1259  5.8502  0.8397  -0.6099  0.2216
Si  8.8071  2.6506  5.646  0.94  0.6618  -0.2832
Si  9.1087  6.3505  5.6453  -0.1652  1.5086  0.9812
Si  9.2232  10.2007  5.7862  -0.1459  -1.1629  0.7741
Si  3.3582  -1.1534  7.1782  0.899  -1.0166  -0.1016
Si  3.1916  2.7019  7.1195  -1.1621  -0.9133  -1.2318
Si  3.2982  6.462  7.0021  -0.9688  -0.927  0.1059
Si  3.6405  9.9876  6.946  1.3562  1.4177  -0.8621
Si  7.2121  -1.3449  7.3582  -0.4613  -0.0535  -0.547
Si  7.073  2.3668  7.0745  -1.3991  0.5873  0.214
Si  7.1353  6.3766  6.9015  0.1996  -1.3891  0.7662
Si  7.3564  10.0101  7.4482  1.3906  -0.4834  -0.0883
Si  11.0353  -1.1411  7.2281  -0.9703  -0.4297  -1.4776
Si  10.718  2.7299  6.9202  0.223  -0.5177  0.7096
Si  10.9424  6.5294  7.113  0.9442  -0.5006  -0.3064
Si  11.249  10.2731  7.0852  -0.0659  0.7504  -0.268
Si  3.0453  0.79  8.4596  -0.1522  0.3847  0.6297
Si  3.016  4.511  8.3763  -0.8206  0.8936  1.1284
Si  3.5167  8.2936  8.3432  -0.6821  -0.9382  0.7999
Si  3.838  11.8451  8.2647  -0.7336  1.158  0.8658
Si  6.881  0.5918  8.6357  -0.2048  0.324  0.9664
Si  6.8228  4.3515  8.3033  2.4767  0.527  -2.6419
Si  7.2785  7.8063  8.6762  0.8785  0.7645  -0.4034
Si  7.728  11.9028  8.819  -1.1067  -0.0306  1.2707
Si  10.7099  0.7457  8.3317  -1.5392  1.3892  0.3415
Si  10.6968  4.5273  8.4167  -0.6837  0.4246  -0.7005
Si  11.1739  8.4792  8.4709  -1.3277  -0.6842  0.4446
Si  11.5172  12.2034  8.5349  -0.379  -1.2833  1.2372
Si  0.929  0.9662  9.8673  1.3247  2.1001  1.1159
Si  0.9961  4.0857  9.8465  1.1821  0.3473  -2.7503
Si  1.6927  8.8336  9.7208  1.0817  3.0666  -2.3866
Si  2.1206  12.1124  9.9018  -0.3832  -4.7326  -3.6545
Si  4.8303  1.2979  9.8978  0.1684  0.4771  -1.4181
Si  5.0046  4.2759  9.4315  -1.6287  2.469  3.2866
Si  5.2156  7.4638  9.6501  -0.4299  -1.9968  4.0274
Si  5.5081  11.9842  9.9185  1.193  -0.9918  0.6999
Si  8.83  0.9596  9.901  0.5937  3.3921  -0.7297
Si  8.6584  4.1863  9.6384  0.283  -0.6187  -0.7785
Si  9.3191  7.9242  10.0114  2.2834  -3.638  -5.0254
Si  9.9174  11.9122  10.3096  1.8254  1.1343  0.9509
Si  3.0566  11.7855  16.4984  -0.798  2.8946  -0.161
Si  8.8569  13.1077  21.0341  1.5756  0.1157  1.4049
Si  0.0318  11.5095  15.6086  0.2982  1.2146  1.7084
Si  -0.7729  1.7071  16.2967  -0.4709  2.2383  2.2141
Si  4.4976  2.8607  17.8527  0.1877  3.3773  -2.3172
Si  7.7307  16.0132  20.5659  -5.4072  -2.201  0.3387
Si  5.8242  10.7489  12.9124  0.0371  -4.4756  -6.6436
Si  10.5465  -0.4869  11.7076  -3.9257  -0.5657  4.5708
Si  10.9536  9.5622  20.1226  0.531  -6.0644  1.5335
Si  7.1499  -0.4395  15.3813  2.1768  6.734  2.4758
Si  4.7923  13.2051  14.3566  1.388  2.8141  -3.6005
Si  4.7478  -2.5602  18.3353  1.1664  2.8796  4.6459
Si  4.548  8.0633  12.8642  -1.4136  -4.5351  -6.3423
Si  11.1356  6.0391  11.8263  -6.1877  -10.3001  -4.2416
Si  1.2774  5.2545  19.0896  -0.6892  -4.0245  -2.9174
Si  4.0117  7.1361  21.3623  1.6566  -2.6495  -3.7174
Si  0.1328  12.193  21.3043  2.6463  -5.0094  1.1387
Si  7.2284  3.9543  17.0225  -1.9294  0.282  1.5337
Si  9.9021  -1.0653  14.9866  1.8751  -1.7284  -1.7338
Si  3.907  -1.1243  11.3269  1.3687  -1.7816  -2.7664
Si  11.1123  10.2243  13.0333  -12.5305  0.5347  -7.6722
Si  10.0133  5.319  20.1221  -6.8873  6.485  3.9571
Si  6.1678  7.8861  16.6853  -0.3871  -2.8039  -1.058
Si  8.5608  4.5317  12.6344  0.7424  2.2336  -0.2451
Si  4.1913  8.3177  18.4893  2.5456  -2.5561  -2.502
Si  8.1985  2.4721  14.6559  0.8646  0.6729  1.8241
Si  6.763  6.8056  13.9559  4.7608  -0.6234  -10.1021
Si  -1.006  9.0794  17.3521  1.5841  0.2234  0.5203
Si  5.9374  15.5599  18.0179  3.9296  -7.8654  3.5913
Si  8.4631  6.7675  17.8433  2.1255  -1.1992  -2.3722
Si  5.4994  10.4431  17.112  -2.5477  -2.084  -1.0865
Si  9.126  2.6106  18.7596  2.028  1.1178  5.1842
Si  14.0197  2.6064  19.9574  1.9514  4.3133  -2.0709
Si  1.5658  7.9526  12.4594  -2.5551  1.1134  2.3395
Si  8.437  9.2462  12.6352  -0.2846  -1.0136  -3.7736
Si  1.8446  17.9749  17.5182  -5.4492  3.7135  -1.1061
Si  1.4366  8.0072  18.5417  -0.0669  -0.1562  2.4522
Si  6.3627  11.4966  21.1886  0.9865  17.3359  -7.7645
O  8.9014  1.1112  -0.1244  0.1865  0.8596  0.3052
O  2.1774  4.3735  20.0063  2.4047  -4.5288  1.325
O  7.0997  7.4234  17.9786  -5.1582  3.2884  -1.1999
O  1.7235  2.9466  -1.5907  -0.3689  -1.5061  3.775
O  1.5371  8.3943  0.7992  0.1404  5.6852  0.6085
O  1.9573  7.0786  -1.26  -0.6156  -0.8615  1.656
O  2.8234  9.4427  -1.1531  -0.0271  2.2809  0.8757
O  7.2421  3.4861  15.5048  0.5691  -0.4048  0.0059
O  6.5438  15.9954  19.4143  1.182  0.1396  1.2971
O  0.4769  6.7866  12.8867  5.9302  5.9866  5.7808
O  8.9653  4.0431  -0.2715  0.0494  -0.929  0.9525
O  13.2577  17.1194  18.857  0.6751  -1.3719  1.7216
O  1.9615  6.4833  18.4428  0.136  1.5579  0.0362
O  4.5621  7.1115  -1.1948  -0.1864  0.2681  0.9749
O  5.6851  8.7643  0.1306  -0.0284  3.0019  0.3541
O  5.4685  11.0205  -1.4138  -1.1321  -12.5944  4.2094
O  8.0691  -1.3897  -0.413  0.3472  0.2042  -1.5482
O  4.2463  2.7161  19.4077  -3.1783  0.127  1.9214
O  9.0523  6.4612  19.1979  3.7193  -0.9955  5.3581
O  8.7047  6.3894  -1.2179  0.8928  0.8587  -5.1865
O  7.5316  5.4755  13.5471  1.2563  -1.5644  -1.3345
O  7.9012  11.9957  20.5329  -3.1256  -3.4131  -0.1519
O  0.3827  10.8725  20.2081  3.01  6.0129  2.0641
O  0.4948  0.1976  11.327  2.5067  1.084  -1.5415
O  5.0578  2.8856  10.3608  -0.2432  -0.7714  -0.1827
O  8.8077  8.9485  10.935  -2.843  5.6728  6.7108
O  1.0257  2.6071  10.393  0.3058  -3.503  -0.2086
O  1.716  7.8545  10.9268  -0.1255  -1.9198  -0.1122
O  9.7158  9.452  13.4735  2.7008  0.864  1.0582
O  1.9662  10.3757  10.3528  -0.299  1.2414  -0.2171
O  2.7216  13.2767  10.7416  0.4848  2.3337  2.4119
O  7.556  1.0508  14.6944  -1.0541  -2.7941  0.5566
O  4.1687  0.4125  11.0877  -0.131  1.2487  1.1682
O  4.9277  8.2075  11.0979  -0.6708  -0.0083  2.636
O  5.0662  5.8052  10.4036  0.2233  -0.2553  -3.0917
O  5.2702  11.0237  11.2778  0.6417  0.1878  1.6427
O  5.0192  9.3728  13.398  1.821  5.7948  2.0343
O  12.1507  9.3162  12.7499  9.8075  -9.3693  -2.2428
O  1.4877  11.5177  16.4185  -0.7198  -0.1471  -1.6972
O  -0.5952  12.9632  15.8699  -0.851  0.3457  -1.0825
O  3.1183  3.181  16.8928  3.75  -0.4476  0.9535
O  8.9067  2.7069  10.2142  0.1089  -3.792  -0.8696
O  9.7514  2.4643  15.2117  -0.6491  0.3282  0.617
O  2.9632  7.7294  13.0901  1.5767  0.6596  1.1129
O  8.2644  4.8681  11.0126  -0.7098  0.7424  3.0303
O  10.5589  10.9489  11.5289  -0.1896  -0.166  0.3988
O  10.0533  9.5571  18.8581  -1.4176  -0.5619  -3.4474
O  5.3339  13.4755  10.5453  -0.952  0.8059  0.6712
O  -1.2112  2.0306  17.9291  2.4735  -1.6521  -3.6462
O  0.5899  -1.4475  -1.2581  -0.3161  -0.8087  -1.9707
O  5.8676  -3.3012  17.4173  0.2335  0.0906  -1.047
O  5.5722  11.9084  13.8194  -0.6172  2.8691  3.2034
O  8.3446  3.0438  13.2276  -0.2352  1.0153  -2.9433
O  6.1948  12.5345  22.4434  -0.3755  -1.151  -0.8153
O  9.6231  4.1016  19.4154  -2.6935  -8.8253  -3.3322
O  2.7831  8.7724  18.2146  -3.7642  2.9479  0.2359
O  -0.8725  10.3919  16.3473  -0.2434  -1.4986  0.3635
O  6.7505  6.9311  15.3788  -0.7509  3.0848  11.9965
O  10.0718  -1.7821  10.9896  -0.567  -3.0125  -1.8482
O  7.8179  2.7332  18.0054  -3.7817  2.2607  -3.1494
O  4.9546  14.2627  18.4572  0.803  0.3322  -1.6358
O  9.2072  0.4563  11.3825  0.9537  -0.3223  0.7286
O  10.4133  0.1386  15.8807  -0.2951  -0.887  0.4536
O  6.0295  14.2176  14.8848  -8.2783  -3.5332  -3.6553
O  10.038  6.7966  10.946  1.0665  -0.0085  -0.4365
O  7.3881  10.404  12.6989  -1.1114  2.3348  0.4157
O  10.5006  -0.8736  13.4339  -0.6424  0.59  -0.8154
O  0.845  4.2202  17.8078  1.3315  -0.1719  1.045
O  7.0941  16.8017  21.8214  -1.2193  -0.2101  2.0421
O  8.1266  14.4689  20.7627  0.2528  0.9267  -0.2793
O  3.9843  10.5646  16.2291  3.2266  -1.4615  0.6564
O  8.2916  -1.3664  15.0753  5.4924  -2.8923  -1.1945
O  0.6854  8.3783  19.9949  0.1136  0.3789  -1.7111
O  0.7623  4.9595  11.0959  -1.4767  4.2378  3.1381
O  5.1504  16.663  17.4671  -3.0983  3.3847  -4.1137
O  5.3071  6.7915  13.4414  -2.5568  0.2805  -1.0953
O  8.7936  1.5785  20.0061  4.9816  3.661  -2.3117
O  5.2632  0.6642  0.1899  -1.7389  -11.1256  -0.9116
O  7.0211  -0.2571  16.9658  -1.0922  0.9544  1.0766
O  3.6535  13.0156  15.3699  -2.362  -1.9304  3.1496
O  5.581  4.0365  17.4636  1.3643  -0.5497  -0.0465
O  3.2309  -2.8898  17.9552  -0.4097  -0.6025  -1.4315
O  5.2285  12.1803  19.9479  1.5422  -1.8872  1.839
O  0.0742  11.3194  13.9868  2.9434  7.39  8.1224
O  5.1805  9.5545  18.474  1.3662  2.2717  -0.248
O  10.1615  4.9224  12.8113  -0.268  1.3274  -1.5682
O  4.3275  7.3019  19.6464  -0.1707  -1.0742  4.303
O  -2.0244  7.9017  16.9963  -0.7371  -0.4329  -0.3524
O  -0.9876  12.868  20.5379  -4.078  3.6757  -1.46
O  0.4822  8.2846  17.3499  -3.2935  1.8036  -1.6228
O  10.1956  12.1861  -0.4098  -0.3648  -0.5078  -0.0721
O  4.5347  7.5943  16.9604  3.0671  0.6244  1.0231
O  8.0831  5.307  17.2673  -0.2278  -1.6497  -1.343
O  6.3825  9.4446  16.2032  0.5184  0.142  0.3335
O  7.6963  7.9863  13.084  -2.7141  -3.8198  2.2396
O  3.9995  13.7435  12.8997  1.3651  -0.9833  5.0076
O  10.1668  9.1331  21.5105  -0.2024  -0.1167  -0.9813
O  0.051  5.6214  20.0017  4.1662  2.0914  0.4961
O  1.4509  0.6413  -0.3024  2.2602  11.2895  -2.3553
O  0.7628  2.144  16.3202  0.7044  -0.8612  -0.4855

Results
free energy: -62153.374 eV
free energy less fixed offsets of O -463.61, Si -117.95 eV per atom: 12.926 eV
pressure: 3.56 GPa
stress xx, yy, zz, yz, xz, xy (GPa, positive in tension): -3.65, -5.98, -1.04, -2.37, -1.79, 0.44

The program warned: the forces do not sum to zero within the program's tolerance.
